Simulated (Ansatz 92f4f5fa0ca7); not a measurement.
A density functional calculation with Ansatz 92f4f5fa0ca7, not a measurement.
Periodic cell of 226 atoms, Si134O92, from a study of silicon, its oxide and their interface. The atomic structure is a simulated model.

Settings
functional: r2SCAN
potential files: Ansatz PAW
basis: plane waves
wave-function cutoff: 800 eV
density cutoff ratio: 5
exchange-correlation grid ratio: 1
k mesh: 1 x 1 x 1, Gamma-centred
self-consistency stop: 5e-08 eV per atom in the density residual
occupations: fixed
spin: none
net charge: 0

Cell vectors (angstrom)
a 10.938 0 0
b 0 10.938 0
c 0 0 31.9494

Atoms: element, x, y, z (angstrom)
Si 10.633 0.0246 24.4123
Si 5.0983 0.164 24.6546
Si 2.837 2.342 24.5291
Si 8.5742 2.466 24.5689
Si 10.7195 5.617 24.3347
Si 5.1666 5.6341 24.4579
Si 2.9941 7.9744 24.4039
Si 8.4269 7.8596 24.4243
Si 1.3003 1.1743 25.8164
Si 6.8265 1.3621 25.7531
Si 3.9979 4.0442 25.7569
Si 9.6895 4.0597 25.8479
Si 1.349 6.8197 25.6758
Si 6.8177 6.7426 25.7577
Si 4.0301 9.4927 25.9288
Si 9.4957 9.4705 25.8067
Si 2.7039 -0.0509 27.2327
Si 8.1711 -0.0197 27.1524
Si 0.077 2.6832 27.1914
Si 5.4711 2.7565 27.135
Si 2.69 5.4654 27.13
Si 8.2225 5.4184 27.1539
Si 0.0301 8.1898 27.1365
Si 5.5207 8.1684 27.1754
Si 4.1018 1.3673 28.5312
Si 9.5708 1.3673 28.5312
Si 1.3673 4.1018 28.5312
Si 6.8362 4.1018 28.5312
Si 4.1018 6.8362 28.5312
Si 9.5708 6.8362 28.5312
Si 1.3673 9.5708 28.5312
Si 6.8362 9.5708 28.5312
Si 0 0 29.8984
Si 5.469 0 29.8984
Si 2.7345 2.7345 29.8984
Si 8.2035 2.7345 29.8984
Si 0 5.469 29.8984
Si 5.469 5.469 29.8984
Si 2.7345 8.2035 29.8984
Si 8.2035 8.2035 29.8984
Si 1.3673 1.3673 31.2657
Si 6.8362 1.3673 31.2657
Si 4.1018 4.1018 31.2657
Si 9.5708 4.1018 31.2657
Si 1.3673 6.8362 31.2657
Si 6.8362 6.8362 31.2657
Si 4.1018 9.5708 31.2657
Si 9.5708 9.5708 31.2657
Si 2.7345 0 0.6835
Si 8.2035 0 0.6835
Si 0 2.7345 0.6835
Si 5.469 2.7345 0.6835
Si 2.7345 5.469 0.6835
Si 8.2035 5.469 0.6835
Si 0 8.2035 0.6835
Si 5.469 8.2035 0.6835
Si 4.1018 1.3673 2.0507
Si 9.5708 1.3673 2.0507
Si 1.3673 4.1018 2.0507
Si 6.8362 4.1018 2.0507
Si 4.1018 6.8362 2.0507
Si 9.5708 6.8362 2.0507
Si 1.3673 9.5708 2.0507
Si 6.8362 9.5708 2.0507
Si 0 0 3.418
Si 5.469 0 3.418
Si 2.7345 2.7345 3.418
Si 8.2035 2.7345 3.418
Si 0 5.469 3.418
Si 5.469 5.469 3.418
Si 2.7345 8.2035 3.418
Si 8.2035 8.2035 3.418
Si 1.3537 1.4127 4.8181
Si 6.86 1.415 4.755
Si 4.0546 4.1253 4.7693
Si 9.586 4.0596 4.7822
Si 1.3357 6.9249 4.8202
Si 6.8037 6.926 4.7528
Si 4.0849 9.5531 4.7865
Si 9.6026 9.5423 4.8199
Si 2.7447 0.0164 6.1265
Si 8.2881 0.0824 6.0893
Si 0.0138 2.7719 6.2903
Si 5.4952 2.8112 6.0912
Si 2.7382 5.5724 6.1294
Si 8.2497 5.5693 5.9754
Si 0.0391 8.2791 6.3547
Si 5.4823 8.2791 6.2217
Si 4.4052 1.1512 7.3359
Si 9.8023 1.1293 7.6117
Si 1.1751 4.4748 7.4968
Si 6.6297 4.5169 7.2555
Si 4.305 6.6855 7.5382
Si 9.729 6.5927 7.5068
Si 1.2722 9.9185 7.6882
Si 6.7131 9.9347 7.408
O 9.5906 1.2664 23.9874
O 4.1163 6.8251 23.95
O 4.0283 1.2839 24.0429
O 9.5515 6.7363 23.9018
O -0.0275 5.5179 8.0116
O 5.5591 0.0933 7.9013
O 0.062 0.0661 8.1328
O 5.5158 5.5912 7.8704
O 7.5745 3.9443 8.4581
O 8.7361 7.0299 8.7745
O 2.1772 9.4402 9.0249
O 8.8868 1.6627 8.9133
O 7.6088 9.447 8.7077
O 3.5928 1.77 8.6199
O 3.5717 7.2021 8.9477
O 2.0699 3.977 8.8019
O 8.1465 3.5119 23.3593
O 0.4527 4.9641 22.9453
O 1.9387 2.799 23.2299
O 5.8294 4.9165 23.1251
O 5.5396 10.0558 23.4693
O 2.4496 8.7053 23.017
O 0.1956 10.0877 23.0809
O 7.7894 8.5987 23.0838
Si 8.6586 7.7027 18.4411
Si 8.784 6.3565 13.6294
Si 3.7914 1.5413 14.7438
Si 2.1375 5.7593 17.6212
Si 2.4159 3.157 19.4823
Si 9.8124 9.0321 12.0846
Si 1.3353 9.4346 22.0739
Si 9.1674 0.9643 13.2032
Si 1.4212 5.0559 13.0265
Si 1.7924 8.2566 12.8191
Si 6.6677 9.5783 22.4154
Si 4.5285 4.6033 15.7112
Si 8.2065 2.9973 9.5929
Si 0.8405 8.2567 19.2608
Si 6.9657 1.3654 21.0854
Si 8.2286 8.2984 9.6815
Si 10.8907 5.2075 15.6059
Si 7.5663 9.5011 16.3212
Si 9.9422 2.0781 20.3026
Si 3.2132 8.4996 9.9117
Si 6.6974 3.3556 17.4132
Si 1.1676 0.2224 19.8021
Si 3.2302 2.8154 12.3073
Si 7.2152 5.4024 19.6869
Si 5.7455 8.6589 11.5461
Si 5.784 6.062 13.1951
Si 4.6317 9.7119 17.6298
Si 1.0317 3.632 22.1673
Si 4.9001 1.4944 18.8022
Si 3.1928 3.0505 9.5229
Si 6.4448 10.8162 13.7925
Si 10.3458 0.1192 15.9794
Si 5.6631 3.6354 11.1596
Si 9.8415 3.8943 11.906
Si 2.3399 9.925 15.5515
Si 6.0777 8.1309 19.8029
Si 6.9355 3.9836 22.3793
Si 9.7606 2.7848 17.3716
O 7.1934 6.3709 13.9687
O 1.881 7.0683 18.6736
O 10.2969 4.039 16.5267
O 6.1639 9.9616 17.0571
O 10.1396 0.7033 14.4764
O 8.4452 6.1215 18.86
O 5.1644 0.6827 14.435
O 5.7213 2.0612 17.5211
O 8.3551 1.9754 20.5467
O 1.9929 4.3059 18.387
O 6.9703 2.7757 10.6616
O 4.8656 2.6989 12.2307
O 6.0318 4.4001 16.3497
O 4.5678 3.8816 9.9354
O 10.7023 2.7908 21.5623
O 9.7195 6.1561 14.9658
O 6.0057 6.4954 19.8397
O 4.0846 0.1794 18.2855
O 9.2554 10.5541 12.2784
O 2.8543 4.3623 12.7058
O 1.9189 10.7148 21.2056
O 3.9943 2.7335 19.3805
O 0.726 10.0441 15.9672
O 1.2711 9.8158 18.8345
O 1.7139 1.6763 19.2704
O 8.9362 10.3929 16.5071
O 4.8711 8.5919 18.7999
O 9.5726 8.7517 10.4924
O 6.7422 4.0939 18.8616
O 2.8321 1.7269 13.4222
O 5.8385 8.7803 21.2683
O 2.5337 2.4401 10.8887
O 7.6123 4.8635 21.1761
O 5.204 7.4675 12.5533
O 0.4298 9.0706 12.506
O 7.574 1.0552 13.5773
O 7.1068 9.6345 14.7491
O 8.9776 5.0331 12.6883
O 8.0909 8.0378 16.9122
O 6.2233 2.5786 21.9082
O 2.4552 9.0681 14.1158
O 0.4242 4.4873 11.8647
O 0.8159 8.3291 20.9329
O 9.3906 3.8091 10.3497
O 9.6541 2.3863 12.5442
O 7.6219 8.5696 19.3918
O 2.5495 8.1747 11.37
O 3.9797 3.059 15.3875
O 0.8361 4.4895 14.4388
O 10.068 3.0144 18.9602
O 9.1428 7.8057 12.9513
O 10.5169 0.5539 20.0852
O 6.0275 5.0292 11.9298
O 8.1591 2.756 17.0248
O 3.5375 5.4921 16.724
O 4.6687 9.1147 10.3806
O 1.5289 6.6769 13.1813
O 4.7607 5.4824 14.3408
O 2.0436 3.8841 20.903
O 10.5476 1.4127 16.9572
O 0.9474 6.0823 16.5472
O 7.3739 10.9578 21.905
O 5.9383 0.9289 19.9168
O 6.0598 10.0189 12.4099
O 2.8442 0.5472 15.6124
O 7.0564 8.0009 10.7905
O 10.2438 8.0227 18.6888
O 3.4426 9.2013 16.5855

Results
free energy: -138181.286 eV
free energy less fixed offsets of O -570.45, Si -639.56 eV per atom: 1.154 eV

Forces (eV/angstrom), in the order of the atoms: element, x, y, z
Si -0.1218 0.0587 -0.3485
Si -0.1246 -0.0569 -0.4661
Si 0.0202 -0.1367 -0.4055
Si 0.1325 0.0188 -0.4486
Si -0.1 0.0926 -0.4001
Si -0.0539 0.0786 -0.4142
Si 0.1253 -0.0591 -0.4275
Si 0.0734 -0.0489 -0.3967
Si 0.0508 0.0273 -0.0341
Si -0.0057 -0.0095 -0.0161
Si 0.0134 0.0226 -0.0211
Si -0.0014 -0.0445 -0.0159
Si -0.0042 -0.0015 -0.0049
Si 0.0034 0.0082 -0.0316
Si 0.0173 0.0507 -0.0199
Si 0.0143 0.0182 -0.0467
Si -0.0318 -0.0417 0.0091
Si -0.0009 -0.0351 0.0025
Si -0.0171 0.0212 0
Si -0.0029 0.0116 -0.001
Si 0.0002 -0.0234 -0.0014
Si -0.0074 -0.0035 -0.0045
Si -0.01 0.0086 -0.004
Si -0.0128 0.0096 -0.0023
Si 0.0624 0.0637 -0.1528
Si -0.0748 -0.1138 -0.1416
Si 0.2356 -0.0428 0.2134
Si -0.012 -0.059 0.0248
Si -0.0291 -0.1987 -0.2282
Si 0.0795 -0.0631 -0.2601
Si -0.3379 -0.3621 0.5504
Si 0.0089 -0.0336 0.2096
Si -0.0937 -0.1379 0.0195
Si -0.025 -0.0373 -0.0235
Si 0.0663 0.132 0.0075
Si -0.0833 -0.0251 -0.0384
Si -0.0836 -0.0662 -0.0216
Si -0.0525 -0.0479 -0.023
Si -0.0808 0.0116 -0.004
Si 0.0126 0.0673 -0.0248
Si 0.0342 0.0222 -0.0384
Si 0.0536 -0.0068 -0.0138
Si 0.0273 -0.0559 0.0035
Si -0.0092 -0.0042 -0.0139
Si 0.0735 -0.0398 -0.0167
Si 0.0137 0.0014 -0.0322
Si 0.0026 0.018 -0.0126
Si -0.0214 0.0139 0.0082
Si -0.0347 -0.0227 -0.0027
Si -0.052 -0.0044 -0.0064
Si -0.0206 0.0084 0.0308
Si -0.0139 0.0363 0.0306
Si -0.0036 -0.0169 -0.0078
Si -0.0376 0.0008 -0.0036
Si -0.0091 0.029 0.0285
Si -0.0041 0.0207 0.0401
Si 0.0054 -0.009 0.0424
Si -0.0699 -0.0219 0.0024
Si 0.1133 0.0463 0.0016
Si 0.1164 0.0409 0.0341
Si -0.0564 -0.0762 -0.0046
Si -0.0778 -0.0675 0.036
Si 0.1386 0.0828 0.0163
Si 0.1618 0.1122 -0.0072
Si 0.0622 0.0195 0.3067
Si 0.0024 -0.0039 0.1815
Si -0.2328 0.0588 -0.0963
Si 0.2113 0.1067 -0.4672
Si 0.0997 0.075 0.3241
Si -0.1123 0.1684 0.04
Si -0.1068 0.0478 -0.1369
Si 0.1357 0.3445 -0.1896
Si 0.0186 -0.005 0.0062
Si 0.0407 0.0147 -0.0062
Si -0.0052 0.0057 -0.0039
Si -0.0258 0.0183 -0.0001
Si 0.0345 -0.0129 0.0037
Si 0.0427 -0.0067 -0.0073
Si -0.0187 0.0073 -0.0054
Si -0.0174 0.0252 0.0056
Si 0.0249 0.0084 0.0272
Si -0.035 -0.0202 0.0339
Si 0.0049 0.0119 0.0187
Si -0.0157 -0.0271 0.0246
Si -0.0096 -0.0163 0.0323
Si -0.037 -0.013 0.0422
Si -0.014 -0.0142 0.0095
Si 0.0034 -0.0181 0.0248
Si 0.0331 -0.0656 0.4478
Si 0.0231 -0.0978 0.3627
Si -0.0385 0.0973 0.4075
Si 0.0278 0.1011 0.4678
Si 0.1062 -0.13 0.365
Si -0.0078 -0.1457 0.3792
Si -0.0467 0.1241 0.3369
Si -0.0238 0.1349 0.416
O -0.0073 0.0266 0.2197
O -0.0143 0.0029 0.2552
O -0.036 -0.0313 0.2902
O 0.0126 -0.0015 0.2467
O -0.0085 0.0055 -0.2625
O -0.0071 -0.01 -0.2742
O -0.0045 -0.0125 -0.2419
O -0.0135 -0.0161 -0.2335
O -0.084 -0.1505 0.0549
O 0.1058 0.2543 -0.0658
O 0.0592 -0.1477 -0.0918
O 0.0417 0.2563 -0.133
O -0.0653 -0.2345 -0.026
O 0.1182 0.2499 -0.0562
O 0.1048 0.2294 -0.0892
O 0.1142 -0.1472 -0.1238
O -0.2638 -0.1762 -0.0316
O -0.0271 -0.2298 0.1634
O -0.0381 0.1226 0.028
O 0.1696 -0.0819 0.1314
O 0.259 0.1623 -0.0183
O -0.1891 0.0219 0.1112
O 0.1937 0.0654 0.039
O -0.1701 0.0874 0.1487
Si 0.0244 -0.0241 -0.0235
Si -0.0895 0.0085 0.0638
Si -0.1604 -0.1008 0.0271
Si -0.078 -0.0134 -0.0658
Si 0.0227 0.029 -0.0121
Si 0.0599 0.0499 -0.0434
Si 0.0424 0.0118 0.0499
Si -0.0241 -0.0249 0.0199
Si 0.0295 -0.0855 0.0175
Si -0.0594 0.0157 -0.0314
Si -0.068 0.0102 0.0405
Si 0.06 0.0473 -0.042
Si 0.0297 0.0934 -0.0303
Si -0.0171 0.0336 -0.0505
Si 0.0269 -0.002 -0.0381
Si 0.0406 0.0097 -0.0154
Si 0.0345 -0.012 0.0886
Si 0.0149 0.0035 -0.0471
Si -0.11 0.0246 0.0178
Si 0.0402 -0.0159 0.0302
Si -0.0443 -0.0582 0.0054
Si -0.0191 0.0231 -0.0134
Si -0.0616 -0.0946 0.0656
Si -0.0116 -0.086 0.0239
Si -0.0011 0.0116 0.0005
Si -0.0065 0.0446 0.0452
Si -0.0704 -0.003 0.0801
Si 0.0415 -0.0378 0.0171
Si 0.0229 -0.0412 -0.0629
Si -0.0854 -0.0657 -0.0278
Si 0.0263 0.0171 -0.0342
Si 0.0202 0.0756 0.0244
Si 0.0228 -0.0402 0.0605
Si 0.0102 0.0376 -0.123
Si 0.024 0.0409 0.0681
Si -0.1039 0.0073 0.0895
Si 0.0348 0.0118 0.0457
Si 0.0575 0.0558 -0.0161
O 0.0567 -0.0844 -0.3793
O -0.22 -0.0157 -0.1171
O 0.033 -0.018 -0.0299
O -0.023 -0.191 -0.03
O -0.2735 -0.1229 0.0786
O -0.3657 0.2778 0.1251
O -0.0491 0.0014 -0.0781
O 0.0302 0.2291 0.3648
O 0.0143 -0.1168 0.1011
O 0.1389 0.0626 0.067
O -0.0092 0.3455 -0.1614
O -0.293 0.3596 -0.3131
O -0.2488 -0.2825 0.1548
O -0.0874 -0.3507 0.2522
O 0.1685 0.0032 -0.2187
O 0.1016 -0.2527 -0.2537
O 0.4835 0.159 -0.0826
O 0.3911 -0.0175 -0.0369
O 0.0959 -0.057 0.2522
O -0.2807 -0.2755 -0.0326
O -0.4437 -0.2574 -0.1976
O -0.1659 -0.2464 -0.1685
O 0.0558 0.2401 -0.1186
O -0.1284 -0.0295 0.4185
O 0.0091 0.0148 0.2368
O -0.016 -0.057 -0.2233
O 0.3327 0.23 -0.0649
O -0.3506 -0.0697 0.2491
O 0.1304 0.1197 -0.1871
O 0.4576 0.3496 0.0199
O 0.3699 0.0501 -0.1329
O 0.5059 0.3836 0.0666
O -0.3347 -0.1247 -0.1128
O 0.3182 -0.0422 -0.1311
O -0.0866 -0.2916 -0.022
O 0.1693 -0.4132 -0.0315
O -0.0168 0.3149 0.1637
O 0.232 0.0481 0.053
O -0.0153 0.3299 0.2883
O 0.4735 0.0532 -0.1133
O -0.2078 0.0221 0.0198
O -0.1355 -0.0008 0.4205
O 0.1674 0.3794 -0.1789
O -0.2629 -0.2398 0.2584
O -0.0964 0.0551 -0.0221
O -0.1688 -0.418 -0.1866
O -0.0088 0.1182 -0.0142
O 0.1136 0.0146 -0.1248
O -0.1037 0.4096 -0.1066
O -0.1085 -0.3663 -0.065
O 0.081 -0.0603 -0.0823
O 0.3279 0.3676 -0.019
O -0.1824 -0.1296 0.135
O 0.0486 0.1776 0.2581
O -0.1077 -0.1953 -0.0387
O -0.0961 -0.3377 0.1706
O 0.0019 -0.0566 -0.1341
O 0.2203 -0.1263 0.029
O -0.2327 -0.3389 -0.0619
O -0.293 0.0206 -0.1433
O 0.0463 -0.3907 0.003
O -0.3467 -0.005 -0.0797
O 0.016 0.3006 0.002
O 0.0495 -0.1708 0.1637
O 0.1586 -0.1657 -0.2576
O -0.0135 0.2785 -0.0825
O -0.0387 -0.0131 0.0813
O 0.0432 0.3617 0.0277

The program warned: the cutoff lies below the one the program advises for these potential files; the forces do not sum to zero within the program's tolerance; empty levels may hold ghost states of the PAW files; the exchange-correlation potential is rough where the density is thin.
